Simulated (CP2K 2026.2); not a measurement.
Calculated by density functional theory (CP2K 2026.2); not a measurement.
Periodic cell of 504 atoms, Si360O144, from a study of silicon, its oxide and their interface. The atomic structure is a simulated model.
Doubt: the forces sum to 2.64 eV/angstrom along one axis rather than to zero, so they err by at least 0.0052 eV/angstrom per atom on average; the grid cutoff is modest.

Settings
functional: PBE
method: Gaussian and plane waves
basis set: DZVP-MOLOPT-SR-GTH
pseudopotentials: GTH-PBE
grid cutoff: 350 Ry, relative cutoff 50 Ry
k points: Gamma only
occupations: fixed
spin: none
net charge: 0

Cell vectors (angstrom)
a	16.32	0	0
b	0	16.32	0
c	7.066	-1.0114	34.0531

Atoms and the computed forces on them: element, x, y, z (angstrom), force x, y, z (eV/angstrom)
Si	1.58	14.782	0.171	0.07	0.037	-0.112
Si	4.464	1.219	0.125	-0.078	-0.097	-0.061
Si	1.282	4.297	0.293	0.085	-0.037	-0.225
Si	4.216	6.444	0.118	-0.086	0.071	-0.194
Si	1.07	9.787	0.079	-0.159	0.064	-0.177
Si	3.824	12.609	0.023	0.074	-0.025	-0.326
Si	6.662	15.336	0.133	-0.062	0.052	-0.215
Si	9.837	1.071	0.113	-0.119	0.063	-0.297
Si	6.439	4.22	0.004	0.111	-0.137	-0.103
Si	9.191	6.858	0.01	0.025	0.022	0.136
Si	7.096	9.156	0.011	-0.176	0.137	-0.17
Si	9.767	11.972	0.002	-0.08	0.158	-0.052
Si	11.969	15.104	0.164	0.048	0.01	-0.305
Si	14.679	1.769	0.213	-0.045	0.013	-0.219
Si	12.473	3.968	0.002	0.025	-0.082	-0.019
Si	15.26	6.382	0.137	-0.004	0.01	-0.359
Si	19.103	8.777	33.974	0.03	-0.109	-0.146
Si	15.232	12.026	0.111	0.005	-0.034	-0.139
Si	2.784	0.067	1.41	0.062	-0.119	-0.29
Si	5.5	2.715	1.575	0.001	0.099	-0.259
Si	2.767	5.439	1.657	0.024	-0.038	-0.248
Si	5.443	8.091	1.354	0.08	-0.133	-0.321
Si	2.727	10.923	1.337	-0.006	0.141	-0.181
Si	5.475	13.667	1.368	-0.076	0.084	-0.223
Si	8.204	0.078	1.522	0.043	0.005	-0.169
Si	10.916	2.752	1.367	0.1	-0.036	-0.216
Si	8.041	5.382	1.413	-0.121	0.032	-0.396
Si	10.875	8.115	1.246	-0.123	0.103	-0.343
Si	8.19	10.798	1.335	0.102	-0.021	-0.156
Si	10.826	13.547	1.471	-0.032	-0.078	-0.22
Si	13.576	0.033	1.421	-0.075	0.023	-0.257
Si	16.31	2.779	1.558	-0.06	0.091	-0.153
Si	13.631	5.39	1.496	0.065	-0.045	-0.212
Si	16.267	8.17	1.386	0.059	-0.104	-0.147
Si	13.586	10.87	1.378	0.052	0.043	-0.192
Si	16.362	13.586	1.494	-0.03	-0.04	-0.288
Si	1.381	1.363	2.812	0.002	-0.057	0.027
Si	4.099	4.03	2.937	-0.036	-0.074	0.147
Si	1.364	6.891	2.84	-0.06	0.033	0.091
Si	4.097	9.527	2.687	-0.022	0.004	0.028
Si	1.401	12.221	2.832	0.023	-0.007	0.151
Si	4.131	15.001	2.817	0	0.067	0.011
Si	6.902	1.427	2.919	0.033	0.029	0.142
Si	9.506	4.077	2.74	0.034	-0.005	-0.017
Si	6.757	6.768	2.829	-0.057	-0.042	0.036
Si	9.55	9.469	2.744	0.057	-0.078	0.01
Si	6.818	12.217	2.691	0.005	-0.006	-0.048
Si	9.479	14.919	2.833	-0.009	-0.046	0.142
Si	12.225	1.381	2.835	0.02	0.009	-0.023
Si	14.968	4.105	2.937	0.059	0.027	0.169
Si	12.227	6.821	2.716	-0.022	0.018	0.083
Si	14.892	9.479	2.785	0.011	0.007	0.067
Si	12.27	12.239	2.789	0.025	0.042	0.102
Si	14.961	14.982	2.779	0.014	0.026	-0.003
Si	16.335	-0.007	4.166	0.017	0.002	0.062
Si	2.705	2.687	4.253	0.043	0.051	-0.01
Si	16.349	5.501	4.239	-0.109	0.006	-0.072
Si	2.757	8.229	4.171	-0.069	-0.044	-0.024
Si	16.301	10.85	4.155	0.071	0.034	-0.068
Si	2.758	13.614	4.193	0.01	-0.022	-0.092
Si	5.492	0.026	4.218	-0.071	-0.064	-0.085
Si	8.242	2.778	4.256	-0.082	-0.067	-0.019
Si	5.442	5.431	4.263	0.052	0.04	-0.088
Si	8.17	8.141	4.16	0.011	0.023	-0.074
Si	5.454	10.876	4.089	0.008	-0.011	0.044
Si	8.126	13.545	4.167	0.051	0.08	0.015
Si	10.866	-0.021	4.19	0.012	0.08	-0.085
Si	13.593	2.713	4.25	0.03	-0.046	-0.063
Si	10.869	5.456	4.112	0.035	-0.015	-0.02
Si	13.555	8.138	4.174	0.056	0.039	-0.003
Si	10.899	10.855	4.147	-0.047	-0.041	-0.082
Si	13.615	13.615	4.163	-0.047	-0.04	0.029
Si	17.693	14.961	16.562	-0.007	0.003	0.058
Si	4.083	1.372	16.561	-0.012	0.029	0.06
Si	17.691	4.08	16.57	0.006	-0.012	0.046
Si	4.078	6.807	16.522	0.01	0.029	0.026
Si	17.656	9.51	16.556	0.028	0.038	0.049
Si	4.084	12.258	16.557	-0.026	-0.015	0.037
Si	6.789	14.95	16.524	0.038	0.035	0.018
Si	9.54	1.359	16.551	-0.029	-0.025	0.023
Si	6.819	4.063	16.533	-0.01	0.007	0.043
Si	9.528	6.792	16.535	-0.006	0.025	0.032
Si	6.81	9.535	16.527	-0.007	-0.005	0.004
Si	9.541	12.253	16.535	0.013	-0.004	0.022
Si	12.265	14.955	16.569	0.002	-0.024	0.047
Si	14.98	1.353	16.558	0.011	0.012	0.045
Si	12.248	4.067	16.536	0.032	-0.005	0.028
Si	14.963	6.812	16.584	-0.034	-0.034	0.065
Si	12.255	9.502	16.556	0.014	-0.023	0.051
Si	14.963	12.24	16.57	0.008	0.007	0.05
Si	19.065	-0.009	17.946	-0.032	0.045	0.01
Si	5.439	2.749	17.929	0.059	-0.06	0.103
Si	19.03	5.492	17.922	0.057	-0.055	-0.008
Si	5.472	8.141	17.877	-0.089	0.048	0.119
Si	19.028	10.879	17.897	-0.013	-0.013	0.109
Si	5.441	13.626	17.943	0.022	-0.005	-0.029
Si	8.145	-0.01	17.881	-0.003	-0.044	0.129
Si	10.932	2.69	17.93	0.007	0.041	-0.006
Si	8.199	5.4	17.903	-0.06	0.029	0.008
Si	10.863	8.161	17.922	0.062	-0.067	0.103
Si	8.142	10.931	17.89	0.031	-0.057	0.02
Si	10.918	13.57	17.936	-0.063	0.049	0.076
Si	13.616	0.012	17.949	0.058	-0.024	-0.011
Si	16.364	2.676	17.944	-0.067	0.028	0.124
Si	13.574	5.435	17.925	0.013	0.029	0.115
Si	16.298	8.188	17.99	-0.008	0.011	-0.085
Si	13.638	10.829	17.942	-0.063	0.07	-0.029
Si	16.304	13.632	17.939	0.05	-0.097	0.073
Si	17.749	1.334	19.373	-0.051	0.091	-0.034
Si	4.112	4.189	19.293	0.107	0.078	-0.185
Si	17.673	6.833	19.326	0.046	0.015	-0.035
Si	4.114	9.522	19.238	0.064	-0.043	-0.122
Si	17.629	12.209	19.286	-0.043	0.01	-0.141
Si	4.084	14.958	19.345	0.054	0.038	0.015
Si	6.771	1.317	19.288	-0.147	0.018	-0.089
Si	9.572	4.042	19.277	-0.002	0.005	-0.088
Si	6.833	6.767	19.254	0.015	-0.081	-0.161
Si	9.487	9.57	19.247	0.009	0.041	-0.157
Si	6.822	12.293	19.306	0.016	0.02	-0.025
Si	9.521	14.961	19.26	-0.029	-0.005	-0.08
Si	12.253	1.328	19.355	-0.007	0.024	-0.042
Si	14.949	4.043	19.263	0	-0.105	-0.19
Si	12.19	6.779	19.34	-0.117	-0.04	-0.024
Si	14.931	9.506	19.423	-0.002	-0.033	0.058
Si	12.292	12.179	19.305	0.002	-0.055	-0.126
Si	14.987	15.021	19.353	0.053	0.06	-0.044
Si	16.389	-0.003	20.827	0.036	-0.091	0.232
Si	19.131	2.82	20.64	-0.157	-0.085	0.146
Si	16.275	5.438	20.603	-0.097	-0.042	0.075
Si	19.079	8.198	20.649	0.113	0.021	0.153
Si	16.291	10.909	20.78	0.143	0.108	0.27
Si	19.03	13.539	20.618	-0.009	-0.109	0.205
Si	5.403	-0.005	20.777	0.086	0.026	0.031
Si	8.223	2.653	20.563	0.011	-0.118	0.273
Si	5.501	5.496	20.723	-0.029	0.012	0.429
Si	8.163	8.162	20.564	-0.106	0.044	0.279
Si	5.481	10.895	20.612	-0.081	-0.078	0.291
Si	8.176	13.648	20.696	0.038	0.054	0.288
Si	10.853	-0.033	20.683	-0.125	-0.035	0.341
Si	13.621	2.689	20.71	0.142	0.055	0.101
Si	10.824	5.368	20.753	0.101	0.134	0.191
Si	13.509	8.139	20.777	-0.091	-0.098	0.216
Si	10.849	10.868	20.654	0.014	0	0.178
Si	13.62	13.599	20.637	0	0.016	0.141
Si	17.582	14.638	22.092	0.077	0.175	0.264
Si	20.723	1.76	22.016	-0.188	-0.052	0.451
Si	17.492	3.945	21.91	0.224	0.083	0.417
Si	20.695	7.188	22.044	-0.175	-0.215	0.115
Si	18.006	9.792	21.99	-0.059	0.028	0.21
Si	20.203	12	21.95	0.022	0.028	0.098
Si	7.04	15.221	22.091	0.085	0.007	0.111
Si	9.266	1.115	22.052	0.052	0.041	-0.061
Si	6.769	3.832	21.923	0.094	0.127	0.011
Si	9.588	6.984	21.998	0.073	0.003	0.198
Si	6.659	9.343	21.939	-0.004	0.116	0.164
Si	9.776	12.478	22.006	0.007	0.009	0.213
Si	11.995	14.657	21.95	0.085	0.103	0.177
Si	15.264	1.678	22.101	-0.085	-0.12	0.466
Si	12.42	4.181	22.07	-0.015	0.07	0.236
Si	14.624	6.412	21.957	0.014	0.126	0.24
Si	11.795	9.228	22.068	0.098	0.096	0.255
Si	15.171	12.592	22.09	-0.122	-0.115	0.304
Si	21.898	2.435	29.892	0.064	-0.206	-0.332
Si	17.866	4.334	24.939	-0.197	-0.117	0.45
Si	16.94	9.41	24.814	0.077	0.201	0.636
Si	10.158	2.039	32.004	-0.057	0.079	-0.364
Si	7.692	5.674	24.173	0.07	-0.014	0.335
Si	11.056	3.876	26.989	0.135	0.201	0.306
Si	11.861	3.7	29.817	0.071	0.108	-0.376
Si	19.581	7.356	31.276	0.073	0.129	-0.656
Si	17.97	4.738	31.876	0.033	-0.227	-0.505
Si	20.394	2.825	24.755	-0.024	-0.242	0.601
Si	10.894	13.664	29.62	-0.148	0.14	-0.226
Si	20.628	12.988	26.844	-0.227	-0.074	0.378
Si	12.762	-0.472	29.624	0.045	-0.018	-0.186
Si	19.695	-0.586	27.41	0.09	-0.007	0.273
Si	5.739	13.303	24.198	-0.209	0.086	0.249
Si	12.651	9.538	24.967	-0.083	-0.155	0.595
Si	6.215	9.223	28.926	0.047	0.021	-0.143
Si	7.832	6.77	29.803	-0.249	0.092	-0.412
Si	16.605	0.741	31.143	0.169	-0.154	-0.634
Si	12.505	6.667	29.169	0.04	-0.167	-0.316
Si	7.957	0.758	30.37	-0.045	0.243	-0.569
Si	8.89	5.961	26.996	0.256	0.138	0.424
Si	16.464	13.207	26.816	0.012	-0.079	0.284
Si	21.826	12.054	29.536	0.174	-0.06	-0.385
Si	12.297	11.337	31.222	-0.2	0.249	-0.661
Si	9.844	7.201	32.018	-0.073	-0.2	-0.371
Si	18.139	3.882	28.831	0.076	-0.013	-0.506
Si	14.705	11.667	24.96	0.179	0.085	0.611
Si	19.141	6.135	26.899	-0.052	0.041	0.275
Si	11.109	2.326	24.324	-0.075	0.069	0.292
Si	21.781	5.354	31.096	0.378	-0.176	-0.543
Si	10.654	8.441	27.239	-0.103	-0.062	0.197
Si	15.275	0.739	25.056	0.114	0.031	0.634
Si	14.009	2.107	31.064	-0.187	0.075	-0.55
Si	17.895	15.35	24.98	-0.048	-0.031	0.783
Si	19.538	8.653	28.567	0.088	0.168	-0.259
Si	21.05	5.852	24.59	-0.07	-0.058	0.641
Si	8.014	11.08	24.204	0.13	-0.101	0.277
Si	12.692	-0.423	24.746	-0.085	-0.28	0.53
Si	14.914	7.339	24.79	-0.188	-0.092	0.646
Si	15.812	3.186	26.731	-0.004	0.035	0.28
Si	12.607	8.551	31.395	0.179	-0.245	-0.629
Si	6.727	15.201	32.199	0.25	0.039	-0.482
Si	13.707	5.302	26.826	-0.128	-0.072	0.282
Si	8.079	13.304	28.813	0.12	0.034	-0.093
Si	15.625	14.478	29.592	-0.138	0.147	-0.315
Si	20.857	12.936	32.092	-0.096	-0.197	-0.453
Si	8.271	-0.229	27.496	-0.03	-0.012	-0.003
Si	18.51	10.923	26.881	-0.018	0.131	0.232
Si	5.789	1.328	26.992	0.084	-0.14	0.261
Si	19.241	1.245	29.722	0.035	-0.157	-0.387
Si	8.457	10.502	27.254	-0.059	-0.025	0.541
Si	11.208	15.266	27.191	-0.181	-0.009	0.276
Si	15.122	12.654	31.94	0.136	0.067	-0.302
Si	1.371	14.96	5.558	0.008	-0.027	-0.046
Si	4.099	1.349	5.599	-0.003	-0.017	-0.01
Si	1.365	4.097	5.591	0.011	-0.008	-0.006
Si	4.076	6.832	5.571	-0.007	-0.033	-0.025
Si	1.365	9.538	5.554	-0.005	0.023	-0.015
Si	4.121	12.226	5.532	-0.037	0.042	-0.078
Si	6.817	14.938	5.568	-0.033	-0.011	-0.028
Si	9.551	1.356	5.593	0.012	-0.017	-0.012
Si	6.833	4.095	5.611	0.022	0.043	0.006
Si	9.53	6.791	5.544	-0.031	0.026	-0.083
Si	6.804	9.529	5.514	0.018	-0.033	-0.086
Si	9.525	12.211	5.528	0.007	0	-0.036
Si	12.247	14.953	5.554	0.027	0.006	-0.034
Si	14.981	1.342	5.576	-0.032	0.029	-0.05
Si	12.215	4.109	5.557	0.019	-0.031	-0.084
Si	14.943	6.825	5.578	0.029	-0.007	-0.018
Si	12.235	9.515	5.557	-0.018	-0.004	-0.041
Si	14.968	12.238	5.536	0.013	0.017	-0.039
Si	2.727	-0.013	6.949	0.023	0.002	0.011
Si	5.461	2.722	6.958	-0.01	-0.008	-0.013
Si	2.731	5.46	6.951	-0.021	0	-0.019
Si	5.456	8.183	6.925	-0.012	-0.004	0.004
Si	2.737	10.893	6.918	-0.03	0.006	0.015
Si	5.453	13.584	6.934	0.012	0.012	0.016
Si	8.175	-0.012	6.94	0.009	0.006	-0.008
Si	10.896	2.731	6.952	0.004	-0.017	0.016
Si	8.186	5.459	6.96	-0.018	-0.027	0.024
Si	10.879	8.155	6.926	0.004	0.005	0.027
Si	8.164	10.869	6.913	0.005	0.004	0.009
Si	10.881	13.582	6.912	-0.006	0.014	-0.015
Si	13.609	-0.013	6.937	0.017	-0.015	0.008
Si	16.324	2.722	6.947	-0.009	0.015	0
Si	13.59	5.449	6.938	0.011	0.008	0
Si	16.325	8.179	6.933	-0.01	-0.006	0.005
Si	13.605	10.882	6.916	0.003	0	0.002
Si	16.328	13.592	6.922	0.016	-0.008	0.001
Si	17.689	1.36	8.313	0.016	0.011	0.004
Si	4.093	4.091	8.315	0.023	0.023	0.012
Si	17.679	6.814	8.312	-0.02	-0.035	0.012
Si	4.088	9.532	8.303	0.001	-0.012	-0.005
Si	17.694	12.243	8.3	0.014	0.017	-0.001
Si	4.091	14.944	8.311	-0.036	-0.017	-0.001
Si	6.817	1.35	8.317	-0.032	-0.017	0.01
Si	9.535	4.085	8.326	-0.013	-0.009	0.001
Si	6.81	6.821	8.311	0.022	0.006	-0.004
Si	9.52	9.516	8.3	-0.017	-0.015	-0.008
Si	6.816	12.229	8.303	0.002	0.016	-0.002
Si	9.537	14.946	8.304	0.006	0.017	0.007
Si	12.259	1.36	8.311	0.021	0.029	0.002
Si	14.956	4.085	8.309	-0.005	-0.028	0.004
Si	12.24	6.808	8.314	0.004	-0.008	-0.005
Si	14.965	9.534	8.304	0.037	0.02	0.004
Si	12.245	12.235	8.295	-0.003	-0.006	0
Si	14.971	14.948	8.306	-0.022	0.006	-0.002
Si	16.326	-0.004	9.681	0.004	0.002	0.004
Si	2.731	2.725	9.681	-0.009	-0.003	0.005
Si	16.322	5.445	9.68	0.009	0.015	0.002
Si	2.727	8.17	9.68	0.001	-0.002	0
Si	16.331	10.886	9.677	-0.017	-0.011	0.002
Si	2.726	13.597	9.685	0.008	0.01	0.008
Si	5.449	-0.009	9.682	0.012	0.012	0.001
Si	8.173	2.717	9.688	0.009	0.011	0.006
Si	5.452	5.454	9.685	-0.009	-0.022	0
Si	8.169	8.168	9.691	-0.014	0.002	-0.001
Si	5.45	10.883	9.684	-0.002	0.004	-0.002
Si	8.173	13.592	9.679	-0.004	-0.004	0.001
Si	10.895	-0.006	9.677	-0.008	-0.005	-0.005
Si	13.612	2.718	9.689	-0.001	-0.007	0.007
Si	10.893	5.444	9.696	0.002	-0.01	0.005
Si	13.608	8.168	9.678	-0.002	-0.007	0
Si	10.885	10.876	9.672	0.002	0.005	-0.007
Si	13.606	13.592	9.676	0.012	0.005	0.006
Si	17.686	14.959	11.056	0.003	0.006	0
Si	4.089	1.359	11.052	0.004	-0.001	0.002
Si	17.685	4.084	11.053	0.004	-0.011	0.003
Si	4.083	6.808	11.058	0.001	0.006	0.001
Si	17.684	9.525	11.056	0.005	0	-0.002
Si	4.087	12.242	11.058	-0.01	0	0
Si	6.812	14.954	11.053	-0.002	-0.004	-0.002
Si	9.536	1.354	11.055	-0.01	0.004	0.001
Si	6.809	4.083	11.054	-0.004	0.002	0.001
Si	9.529	6.805	11.062	-0.005	-0.01	-0.002
Si	6.805	9.524	11.063	0.008	-0.004	0.001
Si	9.532	12.236	11.054	-0.006	0.01	-0.004
Si	12.254	14.955	11.054	0.007	0.007	0.001
Si	14.973	1.358	11.061	-0.005	0.012	0.005
Si	12.254	4.078	11.063	0.003	-0.004	0.003
Si	14.964	6.806	11.054	-0.002	-0.006	0.002
Si	12.247	9.523	11.053	0.003	-0.006	-0.005
Si	14.969	12.24	11.054	0.007	-0.001	-0.002
Si	2.723	0.005	12.427	0.003	-0.005	0.001
Si	5.449	2.719	12.425	-0.005	0.01	0.003
Si	2.723	5.443	12.431	-0.009	-0.006	-0.004
Si	5.441	8.167	12.437	0.005	-0.017	-0.002
Si	2.722	10.886	12.43	0.016	-0.006	-0.006
Si	5.446	13.604	12.431	0.009	0.004	0
Si	8.172	-0.004	12.426	0.002	0.006	-0.003
Si	10.897	2.712	12.432	-0.001	0.008	-0.001
Si	8.168	5.441	12.429	0.007	-0.01	-0.005
Si	10.895	8.16	12.431	-0.009	0.011	-0.001
Si	8.172	10.88	12.432	-0.016	0.003	-0.008
Si	10.893	13.597	12.429	-0.008	-0.011	-0.001
Si	13.614	-0.007	12.433	-0.009	0.002	0.001
Si	16.331	2.724	12.433	0.017	-0.003	0.002
Si	13.614	5.439	12.432	-0.003	0.003	-0.001
Si	16.324	8.163	12.431	0.002	-0.004	0.001
Si	13.608	10.88	12.428	0.007	-0.004	-0.001
Si	16.327	13.599	12.431	-0.015	0.011	0.002
Si	17.687	1.362	13.808	-0.011	0.026	0.001
Si	4.086	4.078	13.799	0.022	-0.013	-0.004
Si	17.675	6.796	13.808	0.022	0.004	-0.006
Si	4.074	9.528	13.806	-0.022	0.029	-0.003
Si	17.685	12.242	13.809	0.003	-0.014	0.001
Si	4.081	14.967	13.8	-0.01	0.011	-0.002
Si	6.809	1.355	13.797	0.01	-0.006	0.002
Si	9.531	4.075	13.794	-0.016	0.009	-0.004
Si	6.805	6.801	13.802	-0.019	0.018	0.001
Si	9.537	9.522	13.802	0.011	-0.027	-0.004
Si	6.807	12.241	13.799	0.017	-0.007	-0.005
Si	9.536	14.962	13.8	-0.012	0.001	-0.004
Si	12.258	1.352	13.81	-0.005	0	0.004
Si	14.975	4.085	13.811	-0.015	-0.005	-0.002
Si	12.253	6.796	13.804	0.015	-0.019	0.004
Si	14.964	9.523	13.807	-0.014	-0.002	-0.005
Si	12.252	12.238	13.806	-0.007	0.02	-0.004
Si	14.972	14.954	13.811	0.032	-0.015	0.002
Si	16.334	-0.005	15.183	-0.024	-0.007	-0.019
Si	19.045	2.727	15.181	-0.002	-0.011	0
Si	16.322	5.444	15.203	0.006	-0.005	0.012
Si	19.026	8.167	15.172	0.009	-0.019	-0.016
Si	16.318	10.887	15.184	0.026	0.014	-0.01
Si	19.045	13.607	15.178	0.017	0.008	-0.004
Si	5.435	0.01	15.174	0.02	0.002	-0.017
Si	8.18	2.708	15.164	-0.002	0.022	-0.006
Si	5.449	5.433	15.172	-0.01	-0.013	-0.006
Si	8.172	8.163	15.167	0.008	0.002	0.002
Si	5.436	10.894	15.173	-0.002	-0.031	0.01
Si	8.171	13.602	15.164	-0.008	0	0
Si	10.9	-0.01	15.186	-0.01	0	0.014
Si	13.623	2.714	15.179	0.024	0.033	-0.015
Si	10.889	5.431	15.168	-0.008	0.001	-0.013
Si	13.613	8.153	15.181	-0.01	0.009	-0.012
Si	10.9	10.874	15.181	-0.018	0.008	-0.001
Si	13.61	13.594	15.185	-0.019	-0.015	-0.002
O	17.466	9.002	23.34	0.115	-0.137	-0.512
O	16.381	13.609	22.63	-0.076	0.026	-0.233
O	7.904	6.356	28.227	-0.107	0.126	0.107
O	21.64	11.711	32.821	-0.017	-0.123	0.132
O	21.478	2.147	25.757	-0.049	0.091	-0.394
O	11.902	3.484	23.487	0.234	-0.052	-0.224
O	18.985	5.098	28.153	0.144	0.081	0.194
O	12.354	4.309	33.537	-0.065	0.057	0.432
O	20.622	12.545	30.511	-0.14	-0.075	0.439
O	16.605	4.86	32.757	-0.226	0.205	0.47
O	15.417	6.925	23.311	0.066	0.083	-0.323
O	18.982	-0.26	25.98	0.014	0.012	-0.624
O	15.808	13.18	30.554	-0.134	-0.12	0.494
O	10.893	13.579	22.579	-0.074	0.112	-0.704
O	5.804	2.57	22.373	0.028	0.086	-0.217
O	11.566	9.104	26.086	0.117	0.059	-0.376
O	17.963	9.892	33.439	0.284	-0.138	0.581
O	11.483	11.11	32.608	-0.177	-0.211	0.495
O	11.719	5.328	29.691	-0.35	0.006	0.365
O	17.682	4.229	30.349	-0.06	-0.051	0.582
O	7.227	0.641	26.575	-0.134	0.193	-0.259
O	20.658	1.821	33.541	-0.089	-0.325	0.481
O	15.243	7.026	33.466	0.178	-0.182	0.345
O	19.11	10.905	22.575	0.144	-0.18	-0.631
O	21.598	5.522	32.702	-0.246	-0.118	0.456
O	7.076	9.712	27.633	0.113	0.084	-0.145
O	7.165	-0.62	30.706	-0.308	-0.297	0.485
O	11.222	1.187	32.882	0.236	-0.122	0.05
O	12.084	9.997	23.516	0.093	0.274	-0.727
O	6.239	6.398	24.326	0.134	0.37	0.122
O	10.601	2.923	25.764	0.009	-0.361	-0.425
O	9.804	4.743	27.547	-0.067	-0.103	0.164
O	7.248	4.364	33.754	-0.054	0.096	0.28
O	6.423	14.606	23.505	-0.21	0.004	-0.332
O	8.65	7.994	32.777	0.104	-0.004	0.172
O	14.678	13.907	32.887	-0.109	0.047	0.18
O	20.109	6.651	23.519	-0.157	0.045	-0.54
O	14.169	-0.39	25.438	0.016	-0.168	-0.056
O	12.17	4.945	26.422	0.01	-0.038	-0.335
O	13.127	0.805	30.553	0.174	-0.052	0.458
O	22.697	0.226	33.035	-0.111	-0.108	0.086
O	11.087	13.835	27.992	-0.02	0.051	0.084
O	16.846	3.447	27.951	-0.036	-0.176	-0.101
O	10.343	5.903	32.876	-0.004	-0.059	0.126
O	19.033	8.338	30.084	0.005	-0.02	0.449
O	14.058	14.885	29.416	0.018	-0.137	0.049
O	21.48	13.713	25.674	0.207	-0.036	-0.412
O	19.049	10.173	28.224	-0.07	0.012	0.185
O	21.721	14.299	32.161	-0.043	0.081	0.284
O	16.21	14.147	28.113	-0.089	-0.113	-0.198
O	13.56	8.822	32.677	0.324	-0.115	0.526
O	8.147	5.367	25.699	-0.347	-0.337	-0.312
O	16.448	2.78	22.413	0.118	0.009	-0.517
O	19.453	13.259	32.83	-0.025	-0.017	0.365
O	6.978	5.656	30.608	-0.053	-0.22	0.342
O	15.454	1.633	26.424	-0.174	-0.286	-0.265
O	13.771	11.88	31.548	0.082	0.113	0.263
O	7.433	9.844	23.319	-0.012	-0.117	-0.256
O	9.287	13.668	29.85	-0.096	-0.082	0.292
O	14.321	12.254	23.49	-0.128	-0.094	-0.507
O	5.408	8.407	22.49	0.27	0.031	-0.531
O	19.773	14.127	27.635	-0.083	0.008	0.201
O	13.485	10.792	25.587	-0.138	0.122	0.078
O	18.492	6.272	31.781	-0.134	0.095	-0.048
O	11.598	14.945	30.355	-0.075	0.018	0.337
O	20.054	1.754	23.559	-0.185	-0.085	-0.381
O	21.159	8.538	28.393	0.03	-0.225	-0.057
O	10.843	3.051	30.909	-0.338	0.1	0.356
O	20.776	1.286	30.277	0.018	0.067	0.35
O	14.426	3.895	27.17	-0.083	-0.211	-0.155
O	13.403	3.387	30.25	0.199	-0.127	0.042
O	11.524	12.283	30.148	0.183	-0.399	0.081
O	13.952	2.392	32.671	-0.097	0.19	0.56
O	8.576	10.555	25.64	-0.171	-0.088	-0.735
O	12.156	-0.079	28.135	-0.16	0.139	0.035
O	22.176	2.36	28.268	0.136	0.332	-0.017
O	16.11	8.186	25.499	-0.069	-0.133	-0.016
O	11.822	14.937	25.733	0.044	0.154	-0.484
O	20.849	12.746	23.269	-0.035	-0.028	-0.262
O	13.218	7.374	30.444	-0.065	0.093	0.539
O	11.504	7.738	28.443	0.124	0.06	-0.076
O	8.156	0.017	22.632	0.11	-0.201	-0.277
O	18.995	3.726	32.672	0.204	-0.246	0.327
O	14.741	1.426	23.674	0.063	0.064	-0.71
O	21.525	12.208	27.946	0.021	-0.214	-0.162
O	13.515	5.329	22.583	0.113	0.143	-0.643
O	9.714	9.634	27.852	-0.142	-0.053	-0.097
O	16.157	11.677	32.726	-0.046	0.08	0.086
O	19.13	2.6	28.826	0.164	0.087	0.069
O	17.996	15.246	33.627	0.09	-0.144	0.472
O	16.393	3.775	25.331	0.07	-0.058	-0.381
O	17.374	14.001	25.733	0.316	0.207	-0.498
O	10.763	8.017	22.554	0.078	-0.004	-0.347
O	18.458	15.021	23.485	0.214	-0.013	-0.555
O	12.484	9.896	30.486	-0.029	-0.045	0.104
O	7.97	14.402	32.864	0.023	0.147	0.104
O	8.462	12.001	27.9	-0.095	-0.033	0.064
O	8.442	0.669	28.832	0.15	0.173	0.472
O	18.971	3.229	25.483	0.039	0.059	-0.326
O	9.848	1.827	23.425	0.037	0.163	-0.286
O	9.171	2.853	32.99	-0.17	-0.016	0.3
O	22.152	10.496	29.862	0.112	0.138	0.403
O	19.918	8.25	32.604	0.135	0.115	0.495
O	13.704	6.258	28.146	0.058	0.052	0.03
O	20.605	6.089	26.159	0.324	0.072	-0.449
O	19.649	11.866	26.202	-0.095	0.202	-0.018
O	9.228	11.808	23.411	-0.04	-0.113	-0.243
O	14.534	6.031	25.662	0.14	0.178	-0.378
O	18.024	4.598	23.349	-0.084	-0.204	-0.639
O	12.783	15.288	23.254	0.249	-0.055	-0.53
O	21.409	3.895	30.432	-0.153	0.269	0.249
O	16.286	0.588	32.722	-0.004	-0.159	0.397
O	9.734	7.283	26.549	0.157	-0.042	-0.07
O	18.925	-0.011	28.726	-0.045	0.084	-0.015
O	11.118	8.175	31.896	-0.011	0.007	0.385
O	18.151	1.219	30.919	-0.184	-0.09	0.177
O	18.872	7.614	27.504	0.061	-0.237	-0.145
O	21.179	0.057	27.395	-0.101	-0.229	0.228
O	18.046	5.744	25.757	-0.168	0.061	-0.264
O	15.057	12.792	26.099	-0.239	-0.027	-0.268
O	21.004	4.252	24.245	0.23	0.201	-0.084
O	16.436	-0.609	30.254	0.117	0.108	0.185
O	7.731	14.574	27.83	-0.064	-0.267	0.11
O	6.836	12.959	29.801	0.036	0.121	0.172
O	7.087	8.218	29.854	0.02	-0.08	0.39
O	11.589	3.072	28.315	-0.142	-0.118	0.178
O	13.583	8.248	24.671	0.009	0.036	-0.122
O	20.791	6.525	30.537	-0.124	0.057	0.252
O	9.748	12.701	33.59	0.126	-0.138	0.449
O	17.238	11.85	27.304	-0.149	-0.017	0.242
O	16.011	10.737	24.69	-0.088	0.083	-0.26
O	9.291	6.829	30.517	0.433	0.038	0.287
O	6.995	2.06	30.599	0.15	0.042	0.19
O	7.074	9.923	33.529	-0.119	-0.13	0.685
O	6.826	12.142	24.456	0.075	-0.101	-0.067
O	18.173	9.781	25.792	0.167	-0.343	-0.311
O	9.291	0.902	31.248	0.107	-0.109	0.152
O	12.064	1.072	24.689	0.237	-0.007	-0.06
O	15.554	1.871	30.592	-0.007	0.147	0.091
O	16.703	0.081	24.728	0.008	0.199	-0.272
O	8.783	6.598	23.4	-0.14	0.239	-0.125
O	9.759	-0.359	26.853	0.004	-0.096	-0.167
O	7.532	4.294	23.325	0.158	0.032	-0.335
O	12.58	-0.941	33.565	0.023	0.072	0.348

Results
total energy: -101658.957 eV
total energy less fixed offsets of O -438.35, Si -107.03 eV per atom: -5.757 eV
